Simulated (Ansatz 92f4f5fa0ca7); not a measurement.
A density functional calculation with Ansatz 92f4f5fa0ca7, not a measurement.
Periodic cell of 220 atoms, Si132O88, from a study of silicon, its oxide and their interface. The atomic structure is a simulated model.

Settings
functional: r2SCAN
potential files: Ansatz norm-conserving
basis: plane waves
wave-function cutoff: 1300 eV
density cutoff ratio: 4
exchange-correlation grid ratio: 1
k mesh: 2 x 2 x 1, shifted by 0.5 0.5 0.5 of a step
self-consistency stop: 5e-08 eV per atom in the density residual
occupations: Fermi-Dirac, 0.05 eV
spin: none
net charge: 0

Cell vectors (angstrom)
a  10.888  0  0
b  0  10.888  0
c  0  0  32.0899

Atoms: element, x, y, z (angstrom)
Si  -0.2962  0.7866  0.2808
Si  0.4704  0.8721  -1.8977
Si  -0.051  5.4577  -0.2332
Si  3.1604  7.8477  -0.0095
Si  5.9128  -0.3725  0.0556
Si  8.6633  2.4011  0.2385
Si  5.3908  5.6734  -0.3152
Si  7.6521  8.7922  0.1671
Si  1.4859  1.6217  1.6169
Si  3.7493  3.7311  1.4729
Si  1.4072  6.7477  1.1855
Si  4.1884  9.5053  1.3254
Si  6.8892  1.3282  1.3808
Si  9.6455  4.156  1.3932
Si  6.7716  6.8548  1.2848
Si  9.545  9.7434  1.3081
Si  0.0277  2.8728  2.9225
Si  2.7699  -0.0287  2.6947
Si  0.0367  8.2068  2.5314
Si  2.6334  5.4015  2.72
Si  5.4399  2.6488  2.7053
Si  8.1897  0.0193  2.8335
Si  5.4422  8.1287  2.762
Si  8.1688  5.5015  2.6352
Si  1.374  4.1709  4.2562
Si  4.1164  1.3082  4.1076
Si  1.3651  9.5054  4.0119
Si  4.0413  6.7699  4.0573
Si  6.7914  4.1045  4.0055
Si  9.5273  1.4148  4.1474
Si  6.814  9.4987  4.1177
Si  9.549  6.8653  3.9831
Si  0.0278  -0.0001  5.4144
Si  2.7605  2.7097  5.4716
Si  -0.0428  5.5363  5.4791
Si  2.705  8.1516  5.4211
Si  5.4575  -0.0312  5.4779
Si  8.1307  2.773  5.4446
Si  5.4303  5.4332  5.413
Si  8.2024  8.1582  5.4362
Si  1.375  1.3445  6.8046
Si  4.1054  4.0791  6.823
Si  1.3494  6.8389  6.8304
Si  4.079  9.4988  6.8003
Si  6.8048  1.3686  6.8065
Si  9.4997  4.1203  6.8014
Si  6.8076  6.7945  6.778
Si  9.5564  9.5342  6.7951
Si  -0.0237  2.7188  8.138
Si  2.7288  -0.0261  8.1606
Si  0.0057  8.185  8.1909
Si  2.6938  5.428  8.1662
Si  5.4501  2.7106  8.1786
Si  8.1877  0.0107  8.1539
Si  5.4559  8.1584  8.1655
Si  8.1459  5.448  8.1728
Si  1.313  4.0555  9.5318
Si  4.0682  1.3518  9.5134
Si  1.3758  9.5248  9.5459
Si  4.0697  6.7916  9.5032
Si  6.8325  4.0456  9.5297
Si  9.5275  1.3664  9.5446
Si  6.8382  9.5411  9.5252
Si  9.5142  6.8125  9.5188
Si  0.0131  0.0003  10.8883
Si  2.6534  2.6539  10.8796
Si  -0.0758  5.4115  10.8912
Si  2.7311  8.1509  10.8976
Si  5.4804  0.0485  10.8623
Si  8.1749  2.705  10.952
Si  5.4337  5.4011  10.812
Si  8.2116  8.1875  10.9053
Si  1.3322  1.2918  12.3328
Si  4.0643  4.0178  12.1337
Si  1.3061  6.7613  12.201
Si  4.1482  9.5617  12.18
Si  6.7828  1.3845  12.3326
Si  9.4879  4.072  12.3618
Si  6.8067  6.7594  12.134
Si  9.6026  9.5489  12.2988
Si  0.0792  2.7834  13.7269
Si  2.8032  -0.0796  13.627
Si  0.0634  8.126  13.656
Si  2.7201  5.381  13.453
Si  5.3417  2.7629  13.6518
Si  8.1299  -0.0522  13.6347
Si  5.497  8.1498  13.4577
Si  7.9821  5.4184  13.6554
Si  1.7788  3.8321  14.9368
Si  3.8911  1.4875  15.0345
Si  1.8464  9.1074  14.9365
Si  4.0399  6.8327  14.6447
Si  6.1521  4.5503  14.9942
Si  8.9616  1.1191  15.4705
Si  7.054  9.1678  14.8595
Si  9.2629  6.9759  14.8338
Si  26.1323  -40.0785  25.1917
Si  11.0131  10.4424  17.2337
Si  4.4021  0.4969  21.2301
Si  12.0876  -12.8363  29.8929
Si  13.0411  -6.0851  26.8569
Si  10.6938  12.5372  19.2596
Si  -27.6482  11.6098  26.3943
Si  2.4253  7.9801  23.0481
Si  13.1863  10.1285  25.3949
Si  17.1417  -9.1362  19.2086
Si  11.1515  5.6531  17.0128
Si  0.3691  -5.0685  23.0203
Si  -0.3365  3.7762  25.3049
Si  9.069  14.3883  27.7782
Si  9.5483  -0.1717  21.5992
Si  9.1848  -28.5492  18.5547
Si  1.2523  -24.8376  27.0717
Si  2.958  -30.0349  22.7191
Si  -4.1543  9.8274  22.4157
Si  16.7951  -9.9927  29.2983
Si  48.984  -11.2073  17.2178
Si  9.3038  8.6124  27.2851
Si  11.1382  -18.4252  21.5493
Si  -16.6798  18.2985  21.507
Si  -28.8496  8.9542  19.3215
Si  10.897  -2.8884  21.3857
Si  20.2875  7.6775  30.1613
Si  7.6508  -11.7451  25.3309
Si  -2.823  3.333  21.0752
Si  5.4235  15.3008  22.5261
Si  -2.0052  22.3688  28.4258
Si  21.2849  0.6675  24.5121
Si  11.7589  -2.8912  18.6419
Si  0.9154  -18.0146  29.419
Si  28.8136  -18.4432  16.7771
Si  17.8826  3.6928  29.9205
O  -3.1259  4.0891  -3.551
O  -15.5125  -5.8694  -1.5479
O  -0.3232  -5.991  -7.9521
O  4.2914  -4.0455  -0.6919
O  7.1144  -23.2093  -8.1569
O  14.5393  0.0983  -6.356
O  22.6364  -6.2974  -1.2749
O  -0.9113  17.0988  -16.0214
O  1.4744  -13.2659  -10.2329
O  13.8665  7.9422  -16.7353
O  17.0088  -29.7506  -14.0204
O  18.9208  -2.586  -1.3574
O  15.3911  15.2946  0.1958
O  9.8467  0.9827  -2.4545
O  14.8199  7.7602  22.5631
O  1.1798  4.5681  16.2609
O  14.7192  -0.7514  20.411
O  29.9495  4.349  17.3289
O  20.8602  11.5594  20.3047
O  -1.2312  10.9352  16.4909
O  21.2417  14.6897  28.7122
O  -12.897  1.9048  27.4778
O  -0.264  -2.8297  26.5121
O  12.1904  -0.9003  16.212
O  7.7417  1.9748  16.1506
O  23.8065  4.4152  28.4365
O  18.387  2.0802  20.1934
O  35.8963  1.1744  22.0903
O  5.3189  4.3199  24.1652
O  11.8051  32.7623  25.1472
O  -10.2084  2.7167  20.1154
O  -5.3862  5.8798  21.8394
O  2.8035  -8.2341  15.4809
O  7.3897  -21.4497  28.9546
O  10.1292  2.1395  14.9944
O  17.2502  0.3726  18.3589
O  12.6473  -15.2346  23.5237
O  29.8977  13.959  30.9149
O  27.2624  10.8509  22.3041
O  6.3952  -1.0839  16.1903
O  -0.5957  -36.5326  22.526
O  13.4031  -12.6209  24.1328
O  4.5413  0.7733  16.3747
O  -1.8591  0.0042  25.1303
O  9.8911  9.2033  21.2492
O  1.1572  -14.8823  17.5023
O  -1.1396  6.2732  30.9111
O  -8.4642  -24.027  30.8715
O  13.1726  19.5508  18.9711
O  23.0439  7.8868  28.6826
O  11.9614  3.8871  26.081
O  12.2354  -8.1001  22.6025
O  5.9407  -8.3949  29.6136
O  6.3561  -24.2391  21.6919
O  10.4887  5.0107  18.329
O  9.6029  13.4313  18.4677
O  17.2995  -0.0081  25.958
O  -7.6566  -19.0543  24.3024
O  6.8561  -7.1542  22.0832
O  26.2956  -1.4299  17.9551
O  -7.2657  -17.3186  26.2603
O  10.3385  -10.5413  22.9176
O  2.1284  -1.7907  26.6289
O  5.0554  5.7461  15.451
O  9.3399  -6.7292  26.3252
O  10.6304  -2.2183  30.5644
O  -5.7404  -30.3736  25.9708
O  12.1616  -11.2657  29.5196
O  15.8292  0.6223  28.025
O  13.496  13.5499  33.021
O  10.3511  -19.5084  24.7661
O  7.9512  10.6837  21.7925
O  -1.3662  -7.8479  21.8089
O  11.5297  0.7731  18.1855
O  -5.9189  12.4862  20.1782
O  -2.4251  4.4668  19.9667
O  -2.849  -2.1365  26.283
O  11.4268  4.936  21.6627
O  1.2846  2.2208  29.7756
O  32.4884  -1.7612  18.1211
O  1.8357  6.3849  26.6416
O  -12.2441  -0.7546  27.8194
O  -13.5844  -2.7881  15.3764
O  -17.24  29.426  19.9893
O  0.2082  -25.3508  19.9408
O  -1.745  -14.1701  28.5593
O  5.4294  10.9789  30.6289
O  4.029  -18.0941  22.0322

Results
free energy: -56405.632 eV
free energy less fixed offsets of O -463.61, Si -117.95 eV per atom: -38.552 eV
pressure: -0.86 GPa
stress xx, yy, zz, yz, xz, xy (GPa, positive in tension): 1.59, 1.07, -0.08, -0.31, -0.11, -0.53

Forces (eV/angstrom), in the order of the atoms: element, x, y, z
Si  0.0459  0.047  0.2155
Si  -0.0237  0.0462  0.086
Si  -0.0124  0.0189  0.1498
Si  -0.0074  -0.0094  0.1109
Si  0.0723  -0.0784  0.0911
Si  0.0999  -0.0362  0.015
Si  -0.0155  0.0639  0.0886
Si  -0.0369  0.037  0.03
Si  -0.1207  -0.0578  -0.0452
Si  -0.0521  -0.0148  0.0832
Si  -0.0115  0.0625  -0.0297
Si  0.0093  0.004  -0.006
Si  -0.0072  -0.0725  -0.0545
Si  -0.0212  -0.0196  -0.0104
Si  0.0074  -0.0276  -0.0278
Si  0.0476  -0.0284  -0.0071
Si  0.0702  0.0043  -0.024
Si  -0.0142  -0.0111  -0.02
Si  -0.0111  -0.0108  0.0156
Si  0.0064  0.0098  -0.015
Si  -0.0047  0.0294  0.0121
Si  -0.0018  0.0071  -0.0216
Si  -0.0113  0.0251  0.0029
Si  -0.0259  -0.0206  0.0071
Si  -0.0227  0.0085  0.0159
Si  0.0183  -0.0361  0.0139
Si  -0.0258  0.0274  0.0116
Si  -0.0434  0.0163  0.0018
Si  0.0106  0.017  -0.0116
Si  0.0045  -0.0051  0.0289
Si  0.0092  -0.0199  0.0133
Si  0.0301  -0.0042  -0.003
Si  0.0184  -0.0555  0.02
Si  -0.0123  -0.0218  -0.0001
Si  0.014  0.0214  -0.0104
Si  0.0065  -0.0018  -0.0041
Si  0.0007  0.0104  -0.0134
Si  -0.0209  -0.0176  -0.0081
Si  0.0168  0.0181  0.0078
Si  0.0246  0.0201  0.0316
Si  -0.0168  0.0159  0.0117
Si  -0.0021  -0.0049  0.0015
Si  -0.0386  0.0032  0.0025
Si  -0.0015  -0.0149  0.0023
Si  0.0095  -0.027  0.0018
Si  0.0342  0.0056  -0.002
Si  -0.006  -0.0004  0.0079
Si  -0.0205  0.0103  0.0118
Si  -0.0148  -0.0011  -0.0104
Si  -0.0045  -0.0014  0.0048
Si  0.0387  -0.0024  -0.0017
Si  -0.0041  0.0046  0.0001
Si  -0.0098  0.0241  0.0007
Si  0.0193  -0.0009  -0.0035
Si  0.0102  -0.0011  0.0054
Si  -0.0054  -0.0064  0.0028
Si  0.0038  -0.0175  -0.0038
Si  -0.0154  -0.0061  0.0015
Si  -0.0256  -0.0064  0.0083
Si  0.0128  0.0006  -0.0035
Si  0.0085  0.0066  0.0148
Si  0.0007  -0.0042  -0.0107
Si  -0.0038  -0.0054  -0.0065
Si  -0.0044  0.0095  -0.0102
Si  0.0263  0.0006  0.0162
Si  -0.0078  0.0227  -0.018
Si  -0.0107  0.004  -0.0078
Si  0.0068  -0.0073  0.0121
Si  0.013  0.0153  -0.0132
Si  0.002  0.0077  0.0052
Si  -0.0017  -0.0236  0.009
Si  0.0044  -0.0006  -0.0146
Si  -0.0293  0.0247  0.0094
Si  -0.0055  -0.0108  -0.0177
Si  0.0056  -0.0159  0.0145
Si  0.0106  -0.0115  -0.011
Si  -0.0221  0.0021  -0.0295
Si  -0.0012  -0.0105  0.0004
Si  0.0057  -0.0034  -0.0187
Si  -0.0064  -0.0071  0.0042
Si  0.0094  0.0012  -0.0476
Si  0.0104  0.0116  -0.0137
Si  -0.0153  0.023  -0.0233
Si  -0.0201  -0.0233  0.0365
Si  0.0006  -0.0179  0.0017
Si  0.0253  0.0353  0.0043
Si  -0.0106  0.0166  0.0012
Si  0.0239  0.021  -0.0068
Si  -0.0026  0.0023  -0.0962
Si  -0.0143  0.076  -0.1148
Si  0.0323  -0.0585  -0.1046
Si  0.0382  -0.0043  -0.0287
Si  -0.0416  -0.0292  -0.0195
Si  0.0542  -0.0039  -0.1775
Si  0.0302  -0.0438  -0.0997
Si  -0.0481  0.0141  -0.0956
Si  0.0094  -0.0011  0.1176
Si  0.0219  -0.0447  -0.2116
Si  0.0304  0.0022  -0.1298
Si  -0.0122  -0.0162  0.2153
Si  -0.049  0.0239  0.1726
Si  -0.0114  0.0029  -0.1752
Si  0.0271  -0.0279  0.187
Si  0.0012  0.012  0.0229
Si  0.0104  -0.0309  0.1396
Si  -0.0126  0.001  -0.1954
Si  0.0054  -0.0347  -0.2134
Si  -0.0246  -0.0301  0.0545
Si  -0.0312  0.0329  0.1079
Si  -0.016  -0.0362  0.1682
Si  0.0019  0.0547  -0.0697
Si  -0.002  0.0062  -0.1655
Si  -0.0425  -0.0078  0.1523
Si  -0.0141  -0.0171  -0.0266
Si  0.0193  -0.0064  -0.0051
Si  -0.0078  -0.0241  0.2189
Si  0.0242  0.0027  -0.2563
Si  0.0243  -0.0203  0.1377
Si  -0.0435  -0.0476  -0.1091
Si  -0.0039  0.034  -0.1055
Si  -0.0056  0.0459  -0.1944
Si  -0.0285  -0.0298  -0.146
Si  -0.0016  -0.0746  0.1622
Si  0.0172  -0.0342  0.1454
Si  0.0179  0.0293  -0.1591
Si  0.0569  -0.037  -0.0097
Si  0.0314  0.0178  0.1572
Si  -0.0339  0.0012  0.0642
Si  0.0266  0.0031  -0.2092
Si  -0.0227  0.0011  0.2208
Si  -0.0145  -0.0063  -0.1797
Si  0.0424  0.0181  0.1954
O  0.0229  0.009  -0.1039
O  0.0124  -0.0402  -0.1014
O  0.0167  0.0051  -0.0347
O  0.0429  -0.027  -0.0266
O  -0.0214  -0.0058  -0.0522
O  -0.0473  -0.0109  -0.0545
O  0.0331  -0.0863  -0.146
O  0.0356  -0.0437  0.1064
O  0.0078  0.0141  0.0208
O  -0.0301  0.0213  0.0406
O  -0.0211  -0.0627  0.1785
O  0.0116  0.0235  -0.0804
O  0.0407  0.0045  -0.0761
O  -0.0374  -0.0051  -0.163
O  -0.0143  -0.0113  0.0215
O  -0.014  0.0556  0.1308
O  -0.0003  0.032  0.0813
O  0.0788  0.036  0.1499
O  -0.0273  -0.0394  0.0729
O  0.0341  0.0023  0.1092
O  -0.0184  0.0064  -0.096
O  0.0018  0.0025  -0.0596
O  0.0189  0.0086  -0.0499
O  -0.0427  0.0257  0.1299
O  0.0185  0.0689  0.0788
O  0.0363  0.0319  -0.143
O  0.0281  0.0101  0.1072
O  -0.0163  0.0227  0.0402
O  0.011  0.0179  -0.0252
O  -0.0025  0.0067  -0.0323
O  0.0262  0.049  0.0843
O  -0.0165  -0.0126  0.0281
O  -0.0208  -0.0228  0.0643
O  0.0123  -0.0022  -0.0596
O  -0.067  -0.0272  0.0862
O  0.0184  0.0568  0.1149
O  0.0079  0.0143  -0.0098
O  -0.0624  0.0517  -0.116
O  -0.0003  0.002  0.025
O  -0.0743  0.0342  0.1647
O  0.0166  0.0121  0.0084
O  0.005  -0.0255  -0.0489
O  0.0595  -0.0364  0.147
O  0.0264  0.0237  -0.04
O  -0.0014  -0.0122  0.0271
O  0.0071  0.0379  0.0848
O  -0.0586  0.0489  -0.0994
O  -0.0249  0.03  -0.1195
O  0.0233  0.0009  0.0745
O  0.0126  -0.0093  -0.1144
O  -0.0177  -0.0223  -0.0669
O  0.0263  0.0257  0.0272
O  -0.0358  0.0012  -0.0583
O  -0.0201  -0.0016  0.025
O  -0.0552  -0.0344  0.102
O  0.0309  -0.0365  0.0552
O  0.0107  -0.0112  -0.0609
O  -0.0097  -0.0054  -0.0276
O  -0.056  0.0136  0.034
O  -0.045  -0.0391  0.1194
O  0.0492  -0.0364  -0.064
O  0.0061  -0.0096  0.0016
O  0.0207  0.041  -0.0804
O  0.0133  -0.0119  -0.0152
O  0.0378  0.0072  -0.0896
O  0.0102  -0.0065  -0.0809
O  -0.0159  0.0486  -0.0657
O  -0.0128  0.0469  -0.0727
O  -0.0207  0.0071  -0.1702
O  0.0899  0.0577  -0.015
O  0.0047  -0.0248  -0.038
O  -0.011  0.0056  0.027
O  0.0165  -0.0172  0.0495
O  -0.0105  0.0475  0.123
O  -0.0414  -0.0134  0.0972
O  -0.0176  -0.0051  0.1017
O  -0.0544  0.0281  -0.0765
O  0.0227  0.0134  0.0115
O  0.0053  -0.0253  -0.0584
O  0.0041  -0.0209  0.0855
O  0.0159  -0.0202  -0.0442
O  -0.0119  -0.0151  -0.0775
O  0.0162  0.0087  0.0376
O  0.029  -0.0495  0.0899
O  -0.0323  0.0119  0.1325
O  0.0081  0.018  -0.1196
O  -0.0133  0.0514  -0.1643
O  -0.0093  -0.0049  -0.0042
